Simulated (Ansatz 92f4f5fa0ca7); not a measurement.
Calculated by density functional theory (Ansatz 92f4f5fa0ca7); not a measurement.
Periodic cell of 414 atoms, Si266O148, from a study of silicon, its oxide and their interface. The atomic structure is a simulated model.
Doubt: the cutoff is far below the 930 eV that the study's wrapper takes by default for these files, so forces and energies are approximate.

Settings
functional: PBE
potential files: Ansatz PAW
basis: plane waves
wave-function cutoff: 580 eV
density cutoff ratio: 5
exchange-correlation grid ratio: 1
k mesh: 1 x 1 x 1, Gamma-centred
self-consistency stop: 5e-08 eV per atom in the density residual
occupations: fixed
spin: none
net charge: 0

Cell vectors (angstrom)
a  15.4687  0  0
b  0  12.8259  0
c  0  0  36.6848

Atoms and the computed forces on them: element, x, y, z (angstrom), force x, y, z (eV/angstrom)
Si  0.0044  1.1639  34.0098  -0.009  -0.0546  -0.0555
Si  3.8899  1.1612  34.0066  -0.0097  -0.0495  -0.0547
Si  7.7434  1.166  34.0003  0.0172  -0.0315  -0.0329
Si  11.626  1.1633  33.9952  -0.0348  -0.0166  -0.058
Si  1.9648  7.5914  33.9887  -0.0058  -0.0367  -0.0547
Si  5.8052  7.5879  34.0084  -0.0161  -0.0266  -0.074
Si  9.7017  7.5838  34.0171  -0.0142  0.044  -0.1024
Si  13.5588  7.5851  34.01  -0.0023  -0.0155  -0.0726
Si  1.9336  5.247  34.4179  0.0552  0.1947  0.0709
Si  5.8008  5.247  34.4179  -0.1921  0.0445  0.2164
Si  9.6679  5.247  34.4179  0.1361  -0.0526  0.2109
Si  13.5351  5.247  34.4179  0.1098  0.0203  0.1673
Si  0  11.6599  34.4179  0.1062  0.0453  -0.0364
Si  3.8672  11.6599  34.4179  0.0724  -0.0461  -0.1963
Si  7.7343  11.6599  34.4179  0.0718  0.1694  -0.0473
Si  11.6015  11.6599  34.4179  0.016  0.0572  -0.1019
Si  0  4.664  35.6546  -0.027  0.074  0.0294
Si  3.8672  4.664  35.6546  0.016  0.0995  0.0636
Si  7.7343  4.664  35.6546  -0.0092  0.0191  -0.0155
Si  11.6015  4.664  35.6546  -0.0332  0.0415  0.0347
Si  1.9336  11.0769  35.6546  -0.0715  -0.0793  -0.0482
Si  5.8008  11.0769  35.6546  -0.038  -0.0518  -0.0604
Si  9.6679  11.0769  35.6546  0.0221  -0.0142  -0.0444
Si  13.5351  11.0769  35.6546  0.0127  -0.0466  -0.0574
Si  0  2.332  36.0668  -0.0528  0.0272  0.0083
Si  3.8672  2.332  36.0668  0.0989  0.0266  0.0051
Si  7.7343  2.332  36.0668  0.0284  0.0292  -0.0461
Si  11.6015  2.332  36.0668  0.0569  0.0131  -0.0758
Si  1.9336  8.745  36.0668  0.0805  0.0304  -0.0422
Si  5.8008  8.745  36.0668  -0.0629  0.0118  0.0751
Si  9.6679  8.745  36.0668  0.0849  -0.0206  0.1185
Si  13.5351  8.745  36.0668  0.0582  0.0025  0.0629
Si  1.9336  1.749  0.6188  -0.0442  -0.0377  -0.0383
Si  5.8008  1.749  0.6188  -0.0165  -0.0064  -0.0075
Si  9.6679  1.749  0.6188  0.0049  -0.0098  -0.0461
Si  13.5351  1.749  0.6188  -0.0088  0.0106  -0.0075
Si  0  8.162  0.6188  -0.0617  -0.022  -0.0218
Si  3.8672  8.162  0.6188  -0.0188  -0.0175  0.0132
Si  7.7343  8.162  0.6188  0.0156  0.0034  -0.0247
Si  11.6015  8.162  0.6188  -0.0303  -0.0001  0.0063
Si  0  5.83  1.031  0.022  -0.0459  -0.0264
Si  3.8672  5.83  1.031  -0.0258  -0.0345  0.0157
Si  7.7343  5.83  1.031  0.0002  -0.0265  -0.023
Si  11.6015  5.83  1.031  0.0326  0.0037  0.0253
Si  1.9336  12.2429  1.031  0.058  0.0307  0.0129
Si  5.8008  12.2429  1.031  0.043  0.0297  0.022
Si  9.6679  12.2429  1.031  -0.0292  0.0071  0.0168
Si  13.5351  12.2429  1.031  -0.0163  0.0158  0.0122
Si  1.9336  5.247  2.2678  -0.0774  0.0249  -0.0337
Si  5.8008  5.247  2.2678  -0.0081  -0.0368  -0.1479
Si  9.6679  5.247  2.2678  -0.0751  -0.0242  -0.1232
Si  13.5351  5.247  2.2678  0.0598  0.0018  -0.1249
Si  0  11.6599  2.2678  -0.048  -0.0073  0.2479
Si  3.8672  11.6599  2.2678  -0.1774  -0.0531  -0.065
Si  7.7343  11.6599  2.2678  0.0278  -0.0615  -0.2899
Si  11.6015  11.6599  2.2678  0.1559  0.0042  0.0549
Si  1.9336  2.915  2.68  0.0527  0.0332  0.0228
Si  5.8008  2.915  2.68  0.0174  0.0164  0.0331
Si  9.6679  2.915  2.68  -0.0037  -0.0497  -0.0328
Si  13.5351  2.915  2.68  0.0037  0.0083  0.0249
Si  0  9.328  2.68  0.063  -0.0069  -0.0212
Si  3.8672  9.328  2.68  0.0296  0.0367  0.0467
Si  7.7343  9.328  2.68  -0.0016  -0.0128  -0.0152
Si  11.6015  9.328  2.68  0.0388  0.0228  0.0511
Si  0.4672  0.4086  27.2329  0.0421  0.0647  0.1766
Si  3.6428  0.051  27.3973  -0.1199  0.5351  -0.0192
Si  8.2489  0.6094  27.145  0.0596  0.1793  0.6047
Si  11.3154  0.472  27.1643  -0.004  0.1018  0.5946
Si  1.6808  6.8788  27.2198  -0.0325  0.304  0.2776
Si  6.1769  6.3559  27.3661  -0.2519  0.4378  -0.0325
Si  9.5923  4.8516  28.35  0.2672  0.0396  0.1999
Si  13.9366  6.2836  27.3351  -0.2175  0.7455  0.1528
Si  1.944  3.9533  27.7477  -0.1714  -0.2764  -0.2606
Si  5.7788  4.1494  27.9778  0.2326  -0.3019  -0.1772
Si  9.0315  5.5531  26.2143  0.2048  -0.1803  0.17
Si  15.4881  3.5673  29.0873  0.2722  0.0112  0.2331
Si  -0.0538  10.253  27.6951  0.0351  -0.1164  -0.296
Si  3.986  10.5661  27.7322  0.0545  -0.364  -0.2861
Si  7.9746  10.2378  27.6468  0.1982  -0.0314  -0.4002
Si  11.6274  10.1598  27.857  0.0222  -0.0106  -0.559
Si  -1.8846  4.0857  27.8441  -0.0031  -0.5576  -0.3744
Si  3.8579  3.4165  29.0509  -0.2665  0.0914  0.1776
Si  7.7227  3.7292  29.2462  0.139  0.0159  0.1391
Si  11.6108  3.7037  29.0687  -0.4422  0.139  0.0804
Si  2.0125  9.9977  28.9428  -0.3606  0.1197  0.2106
Si  5.9199  9.9157  28.9116  0.2494  0.1426  0.0957
Si  9.7153  9.5085  29.0245  -0.0345  -0.1363  0.2956
Si  13.5739  9.8426  29.088  0.1163  0.0438  0.0864
Si  0.1041  1.2537  29.4441  0.1262  -0.0627  -0.1688
Si  3.8776  1.132  29.4972  0.1467  -0.2069  0.0668
Si  7.8466  1.3823  29.3932  -0.0613  -0.0675  -0.2075
Si  11.5886  1.3316  29.3754  0.1132  -0.0342  -0.1891
Si  1.975  7.7092  29.4393  -0.0348  -0.0617  -0.1867
Si  5.9886  7.6151  29.4319  -0.0906  -0.3585  -0.0705
Si  9.6923  7.129  29.5298  -0.0063  -0.0185  -0.0633
Si  13.5563  7.5372  29.4239  -0.0442  -0.3632  -0.1184
Si  1.9613  0.6331  30.7577  -0.0267  -0.1304  0.0425
Si  5.8926  0.6102  30.6041  0.0968  -0.0248  -0.0278
Si  9.7132  0.5824  30.625  -0.042  -0.0605  -0.0781
Si  13.5598  0.6331  30.5727  -0.0175  -0.0211  -0.0673
Si  0.0405  7.0566  30.6931  0.0154  -0.0563  -0.0522
Si  3.9539  7.0259  30.6034  -0.0285  -0.1228  -0.163
Si  7.7723  7.0169  30.8512  -0.0108  -0.0634  0.0428
Si  11.6641  6.9582  30.7636  0.1485  -0.078  -0.0136
Si  0.0392  4.7201  31.1482  -0.0796  0.0675  -0.0963
Si  3.8514  4.679  31.0824  -0.0213  0.0291  -0.0657
Si  7.6934  4.7225  31.3214  -0.1157  0.0008  0.1069
Si  11.6724  4.663  31.2124  0.0436  0.0298  0.0017
Si  1.9512  11.1151  31.0795  0.0583  0.0275  -0.1502
Si  5.8981  11.0907  31.0273  0.0148  -0.0037  -0.0762
Si  9.7052  10.9829  31.006  -0.0062  -0.0513  -0.0756
Si  13.559  11.1102  31.0747  0.0103  0.05  0.0731
Si  1.9531  4.103  32.3665  0.0198  -0.0158  -0.0567
Si  5.7349  4.0578  32.4005  0.0826  -0.0286  -0.0978
Si  9.6956  4.0605  32.3911  -0.0238  0.0091  -0.1411
Si  13.5996  4.0566  32.3929  -0.0378  -0.0121  -0.1043
Si  0.0191  10.5251  32.3377  0.0007  0.0071  -0.0482
Si  3.9206  10.524  32.3024  -0.0131  -0.035  -0.1534
Si  7.7881  10.529  32.3385  -0.0385  -0.0367  -0.0661
Si  11.622  10.523  32.3294  0.0392  -0.0416  -0.0454
Si  1.9482  1.7761  32.8106  0.0122  -0.0066  -0.0339
Si  5.816  1.7175  32.7321  -0.0034  0.0192  -0.0379
Si  9.6869  1.7123  32.7476  0.0086  -0.1039  -0.0354
Si  13.5611  1.7145  32.7187  0.0691  0.0456  -0.0078
Si  0.0212  8.1907  32.7711  -0.0335  0.0197  -0.0628
Si  3.9015  8.1704  32.7114  0.0302  0.0558  -0.0523
Si  7.7586  8.2239  32.8401  0.0714  0.0029  0.0225
Si  11.6378  8.19  32.7749  -0.0202  0.0459  -0.0139
Si  0  2.332  3.9167  -0.1561  -0.0561  0.1845
Si  3.8672  2.332  3.9167  -0.1416  -0.2091  -0.1989
Si  7.7343  2.332  3.9167  0.131  0.0549  -0.1732
Si  11.6015  2.332  3.9167  0.003  -0.0892  -0.0066
Si  1.9336  8.745  3.9167  -0.3074  -0.0323  -0.0112
Si  5.8008  8.745  3.9167  0.091  -0.1534  -0.2874
Si  9.6679  8.745  3.9167  -0.1311  0.0279  0.0079
Si  13.5351  8.745  3.9167  -0.0164  0.1132  0.2083
Si  1.9022  6.4043  4.3282  0.0027  -0.0232  0.0397
Si  5.7811  6.41  4.3093  0.0062  0.0064  0.045
Si  9.6329  6.4241  4.3071  0.0465  0.0204  0.0206
Si  13.5477  6.4126  4.3131  0.0221  -0.0454  -0.0068
Si  -0.0175  12.8274  4.3732  0.0346  0.0691  0.1229
Si  3.8149  12.8177  4.3225  0.0257  0.0751  0.0691
Si  7.738  12.8285  4.2885  0.008  0.0052  0.0364
Si  11.6405  12.819  4.3442  -0.0991  0.0708  0.047
Si  -0.0228  5.8023  5.5946  -0.0157  0.0723  0.1136
Si  3.8453  5.7888  5.5168  -0.0468  0.0361  0.0682
Si  7.7039  5.8516  5.557  -0.0209  -0.0143  0.0341
Si  11.5884  5.8481  5.4773  -0.0607  0.0845  0.0897
Si  1.908  12.2503  5.6532  0.0551  -0.0838  0.0342
Si  5.7904  12.209  5.452  0.0163  0.0953  0.0498
Si  9.668  12.2194  5.4979  0.0323  -0.0353  0.0109
Si  13.5343  12.2661  5.6959  -0.0192  -0.0725  0.1063
Si  -0.0634  3.4532  6.0227  -0.0268  -0.0063  0.0582
Si  3.8232  3.4701  5.9568  0.0472  0.0088  -0.0061
Si  7.7561  3.5163  5.9521  -0.0393  0.064  0.1095
Si  11.5538  3.5436  5.9461  -0.0397  -0.0674  0.0859
Si  1.8528  9.8994  5.9802  -0.0327  0.0399  0.0444
Si  5.8022  9.9067  5.9368  -0.0329  -0.0133  0.0951
Si  9.6177  9.9064  5.9891  0.0702  0.032  0.1818
Si  13.4953  9.912  6.0218  0.0448  0.0289  0.1287
Si  1.9087  2.8621  7.2196  -0.131  -0.0068  0.0477
Si  5.8028  2.8836  7.0917  -0.0253  -0.086  -0.1027
Si  9.6675  2.9065  7.2291  -0.037  -0.0397  0.1994
Si  13.3969  2.9394  7.2604  0.0133  0.276  -0.1289
Si  -0.0597  9.3088  7.314  0.0468  0.0814  0.0257
Si  3.8371  9.2482  7.0414  -0.02  -0.0272  0.0388
Si  7.675  9.3586  7.2766  0.0351  -0.043  0.0149
Si  11.5415  9.3506  7.2675  -0.0141  -0.0542  0.1213
Si  -0.0515  6.9698  7.6745  -0.0347  -0.1817  0.185
Si  3.839  6.9529  7.5582  -0.1409  -0.0995  0.2225
Si  7.6817  7.0185  7.6254  0.0252  0.0521  0.0679
Si  11.6007  6.9886  7.5225  0.1517  -0.0264  0.1679
Si  2.0146  13.3924  7.784  0.0127  0.0012  -0.0037
Si  5.8434  13.3728  7.4716  -0.0379  0.0185  -0.1046
Si  9.5882  13.3702  7.5304  0.1049  0.2087  -0.1021
Si  13.2549  13.5022  7.7995  0.0716  0.0717  0.329
Si  1.9176  6.3315  8.8666  0.0504  0.4681  -0.002
Si  5.7499  6.4136  8.8562  -0.1299  0.2939  0.2698
Si  9.6798  6.3507  8.6898  -0.0548  0.0146  -0.0884
Si  13.4489  6.373  8.9143  0.0254  0.4247  -0.0351
Si  0.3202  12.7033  9.3351  0.1135  0.0319  0.5822
Si  4.0511  12.7156  8.7823  0.0465  0.1754  0.1744
Si  7.7044  12.7805  8.737  -0.0044  0.0357  -0.0382
Si  11.3024  12.8111  8.99  -0.0945  -0.0802  0.2072
Si  1.9583  4.0311  9.2474  0.1721  -0.1319  -0.2084
Si  5.8388  4.0764  9.0823  -0.1603  -0.0262  -0.1657
Si  9.703  4.1047  9.3388  0.1989  -0.0381  -0.1977
Si  13.4472  4.0253  9.3928  0.0528  -0.0645  -0.0347
Si  -0.0986  10.4149  9.4788  -0.0125  0.0619  -0.4045
Si  3.7908  10.4172  9.0212  -0.0254  -0.0609  -0.2858
Si  7.5835  10.4993  9.4013  -0.2359  -0.0813  -0.0678
Si  11.3875  10.5012  9.4035  -0.2507  0.0151  -0.5085
Si  0.0428  3.9553  10.5748  0.0554  0.0856  0.3646
Si  3.9759  3.5789  10.3697  0.1311  0.1124  0.5883
Si  7.6869  3.535  10.3638  -0.0633  0.3202  0.3528
Si  11.5879  3.7513  10.8377  0.025  0.0421  0.3037
Si  2.1444  7.5769  10.9164  -0.0412  -0.4606  -0.1558
Si  5.5013  9.9675  10.5253  0.1498  -0.0719  0.127
Si  9.4299  9.6646  10.609  0.022  0.1555  0.5508
Si  13.0185  7.7881  10.8673  0.0523  -0.5742  -0.112
Si  0.1536  0.1569  12.4645  -0.1031  -0.0901  0.1867
Si  4.7326  0.6321  10.9611  -0.3614  0.1911  0.2831
Si  7.7349  1.2321  10.6869  0.084  -0.4088  0.1794
Si  10.7419  0.756  11.226  -0.0337  0.0986  0.0387
Si  1.9874  9.8109  10.39  0.0514  0.0423  0.4432
Si  5.2576  7.682  10.8983  0.1277  -0.272  0.0727
Si  9.916  7.3844  10.749  -0.0572  -0.3913  0.1215
Si  13.3128  10.0681  10.6423  -0.0971  0.3109  0.6521
O  14.0004  13.2679  12.4778  0.0078  0.0827  -0.0917
O  4.0351  12.5199  12.1068  0.1154  0.052  -0.1353
O  2.0748  0.2736  26.8487  -0.0029  0.0581  0.1538
O  9.8025  0.9467  26.7021  -0.0045  -0.1026  -0.0641
O  13.9798  7.4867  12.1739  0.0373  -0.0525  0.0027
O  3.9922  2.0895  11.087  0.1304  -0.0963  -0.3157
O  0.0564  6.6361  26.9747  0.1134  -0.0513  -0.1234
O  7.5732  6.3143  26.428  -0.2364  -0.0147  0.0702
O  0.4149  3.2359  12.0182  -0.2111  0.121  -0.5036
O  13.1711  10.7525  12.1897  0.0363  -0.2764  -0.4237
O  0.7213  13.0453  10.9376  0.0283  -0.0567  -0.5631
O  11.4712  7.4152  11.3221  0.0175  0.0974  -0.1976
O  6.3248  13.5684  11.4388  -0.0445  0.0255  -0.2839
O  3.709  7.4203  11.4131  0.1473  -0.0082  -0.2071
O  7.4018  4.3971  11.7734  0.0896  -0.0569  -0.1763
O  11.822  4.6134  12.2691  0.0466  -0.0436  -0.5444
O  -0.5508  5.6432  13.7181  -0.0143  0.1974  -0.2895
O  4.3245  10.5697  13.8665  0.0078  -0.16  -0.2614
O  14.4266  13.581  9.0208  -0.034  -0.2763  -0.4248
O  9.0784  6.4969  11.8636  0.1206  0.0583  -0.1538
O  7.571  8.7551  13.9628  -0.0339  0.0082  -0.1422
O  9.2784  10.0377  12.2397  0.046  0.0525  -0.4342
O  2.5716  10.3533  11.8811  0.03  0.1018  -0.061
O  4.17  4.5818  11.6879  -0.0708  -0.0116  -0.3783
O  4.6908  0.8313  26.3816  -0.203  -0.1409  0.0276
O  4.1357  9.7033  26.306  -0.0351  0.171  0.2238
O  9.0858  4.4905  24.93  -0.1656  0.0666  0.0915
O  5.9179  3.2376  26.6059  -0.0585  -0.0371  -0.0885
O  -0.2114  9.3754  26.2912  0.0734  0.0204  0.4604
O  2.4603  7.7079  25.9973  -0.0135  -0.0732  0.0701
O  7.2967  1.1166  25.9176  -0.093  0.0411  -0.1539
O  8.383  9.5996  26.1531  -0.1952  -0.0026  0.4341
O  11.8391  9.234  26.492  0.0259  0.0491  0.3251
O  4.9798  7.0933  26.5044  0.182  -0.0152  -0.0129
O  12.9082  6.4728  26.0352  0.3856  0.0011  0.1686
O  13.5169  3.3071  26.3548  -0.024  0.1299  0.1506
O  15.1089  1.218  26.0844  -0.0127  0.0311  -0.0636
O  1.4757  3.2841  26.2831  0.0941  -0.0065  0.3441
O  10.2138  6.6713  25.941  -0.0301  0.0772  0.0075
O  12.4038  0.9399  26.0466  0.013  -0.0062  -0.1257
Si  7.0433  9.8579  17.8525  -0.0854  0.0273  0.0043
Si  8.2439  7.4536  22.6434  -0.1603  -0.0287  -0.0512
Si  5.8372  1.8417  25.7957  0.0031  0.0656  -0.1851
Si  4.1168  3.3173  20.4537  -0.0276  0.0952  0.0175
Si  2.5811  7.8152  21.7453  0.0361  0.0594  -0.0994
Si  8.9611  9.6123  13.7736  0.0054  -0.0118  0.2822
Si  11.0146  4.6221  13.7065  -0.0567  -0.0995  0.2253
Si  3.7965  -1.3175  15.1017  -0.1411  0.2052  0.0969
Si  3.3452  0.455  20.0125  -0.0279  -0.1063  0.0526
Si  15.8134  0.0927  20.8236  0.0189  -0.0664  0.0374
Si  14.905  9.3016  24.7026  0.0431  0.0887  -0.3588
Si  11.6046  6.5832  25.0661  -0.1896  -0.1734  -0.1642
Si  4.0351  8.1776  25.7448  0.1441  -0.0636  -0.3449
Si  9.8919  4.8611  23.5232  0.0518  0.1801  -0.0366
Si  16.1406  11.4636  14.8111  0.0072  0.0325  0.1585
Si  3.9895  4.218  13.2571  0.0592  0.1553  0.2508
Si  6.683  7.4007  13.7589  -0.2442  0.0788  0.0993
Si  0.5748  6.5426  23.6102  0.0475  0.0242  -0.3886
Si  13.6859  1.8589  25.6228  -0.0933  0.0169  -0.1856
Si  10.9181  3.7101  18.3451  0.0042  -0.0028  -0.0716
Si  10.4716  7.3678  15.2702  0.0311  0.0293  0.1469
Si  12.5818  8.2578  17.3566  0.0139  -0.029  -0.0742
Si  6.6676  11.266  22.9169  -0.0894  -0.2243  -0.0813
Si  11.5898  10.3887  19.1451  0.0308  -0.1268  -0.0906
Si  9.5511  2.9722  21.0865  -0.0605  0.0375  -0.0171
Si  8.3879  5.2744  12.7207  -0.0088  0.1469  0.1018
Si  5.381  8.358  22.7826  0.0972  -0.046  -0.2831
Si  17.3354  5.5074  19.7552  -0.0463  0.1164  -0.0971
Si  1.2187  15.6148  13.3627  0.0021  -0.0348  0.4859
Si  4.0273  2.4734  23.5447  -0.2152  -0.0934  -0.1468
Si  4.091  10.8843  12.2604  -0.0561  0.058  0.1197
Si  10.033  8.0258  20.242  -0.1073  -0.0338  -0.0048
Si  6.9058  3.1631  19.8986  0.0522  0.0861  -0.1182
Si  13.6691  12.8866  15.7845  0.24  0.0837  0.0274
Si  7.8616  0.5896  20.834  0.0144  -0.0788  0.0113
Si  -2.6181  12.1729  12.9442  0.2479  0.1205  0.1086
Si  9.1315  11.8216  18.4921  -0.0789  -0.0067  -0.167
Si  -0.2239  4.8383  15.0919  0.1223  -0.1831  0.3517
Si  12.1904  6.2314  19.658  0.0605  0.0054  -0.0206
Si  8.407  7.1795  17.6435  -0.0236  -0.0415  0.0369
Si  5.8258  3.7441  15.5213  -0.1192  0.0388  0.1246
Si  5.7374  13.5243  15.9875  -0.0162  0.0153  -0.061
Si  8.0597  11.7539  15.7639  -0.1735  0.0891  0.0137
Si  4.3049  6.2577  15.3299  -0.1465  -0.1302  0.1145
Si  12.7496  3.1424  15.9353  0.1989  -0.0238  0.0582
Si  15.2276  6.4678  12.3565  0.1469  0.0107  0.122
Si  1.6903  6.7292  16.8933  0.0652  0.0411  -0.0758
Si  1.5455  3.7481  24.7168  0.1196  0.0051  -0.305
Si  8.8787  9.8658  24.6179  -0.1013  -0.0099  -0.2997
Si  3.892  12.4412  22.9157  -0.0629  -0.0312  -0.1665
Si  -0.0251  9.3374  16.8775  0.0449  -0.0107  -0.1209
Si  11.853  9.411  24.869  0.0153  0.0523  -0.2093
Si  14.8521  2.348  22.8798  0.0436  0.1224  -0.2562
Si  1.4216  10.5661  22.5739  0.073  -0.0568  -0.1258
Si  8.0397  4.1703  17.3473  -0.0329  -0.032  -0.0496
Si  4.7122  11.5279  17.895  0.0336  -0.0103  -0.0817
Si  14.6763  4.995  21.2286  0.1028  -0.0075  0.0328
Si  14.1832  11.6125  18.5553  0.106  0.0326  -0.1768
O  9.1341  7.1364  16.1856  0.0211  -0.002  -0.055
O  1.9753  5.7835  18.1722  -0.007  -0.0656  0.052
O  11.6654  3.5749  14.7839  -0.1137  0.1114  -0.2087
O  16.5397  8.1953  17.2835  -0.0124  0.0349  0.0389
O  8.9782  6.0214  22.8254  0.0658  -0.0456  0.0821
O  1.2116  7.2339  12.2649  -0.0205  0.0184  -0.0522
O  11.1003  6.8688  20.6986  -0.0005  0.0261  -0.0126
O  12.851  7.39  18.7145  0.0292  0.0034  0.0247
O  3.8938  1.9381  19.5943  0.0007  -0.0095  -0.0428
O  11.7031  7.9389  24.1834  0.0449  0.0107  -0.0205
O  1.8596  9.2707  21.6905  -0.0149  0.0278  0.0445
O  8.2012  3.8201  20.6614  0.0199  -0.0364  0.0786
O  2.8022  3.1236  13.413  -0.0514  -0.0752  -0.117
O  4.2064  7.9796  21.7123  0.0119  0.0116  0.0455
O  3.3123  0.9911  23.5805  0.0625  0.0656  0.0614
O  9.1183  1.433  21.4926  -0.0035  0.0188  -0.0207
O  7.896  11.018  23.9711  0.0684  0.0307  0.1203
O  10.862  9.4362  20.253  0.0396  0.0326  0.0439
O  7.262  3.1118  18.3121  -0.0219  -0.0495  0.0341
O  10.1975  8.7251  14.3974  -0.0116  0.0023  -0.1467
O  1.0067  14.0106  13.3978  -0.0343  -0.0428  -0.1187
O  5.3612  12.0481  23.5409  0.0349  0.0422  0.1421
O  0.7354  2.7757  23.6876  0.053  0.011  0.1744
O  5.3927  3.6844  13.9387  0.0202  -0.0244  -0.1674
O  16.105  5.8775  15.9916  -0.0507  0.0032  -0.088
O  12.0831  3.0128  17.4297  -0.0938  0.0093  0.0922
O  2.2236  11.8152  14.9991  0.0742  0.0225  -0.0423
O  3.1201  3.6055  24.2881  0.0023  0.0758  0.1526
O  5.4853  2.2717  24.2522  0.1933  -0.0127  0.3241
O  8.8375  11.0559  14.5304  0.0539  0.0051  -0.1376
O  15.2685  12.6156  15.5794  -0.0291  0.0105  -0.0037
O  4.1197  -0.1465  21.3179  0.0245  0.0163  0.0033
O  10.875  6.1244  14.3113  0.0442  0.0167  -0.1049
O  7.5686  6.0345  13.9124  0.1142  -0.1205  -0.0022
O  10.1409  3.669  22.4409  0.0253  -0.0434  0.056
O  6.61  7.2761  22.6448  0.0251  0.013  0.0782
O  2.0397  7.0563  23.0854  -0.0595  -0.0421  0.1785
O  4.5499  12.9529  15.0362  0.0043  -0.075  -0.0119
O  5.6566  10.3654  18.5838  0.0166  0.0087  -0.0047
O  5.5391  4.0204  20.0671  0.0137  -0.0845  0.0077
O  9.5108  7.6266  18.7496  0.0629  0.0351  0.0001
O  4.9663  4.9951  16.1801  0.0747  -0.0146  -0.0742
O  13.3511  1.6535  15.6338  -0.0374  0.004  -0.0169
O  9.1115  12.2466  16.9136  0.036  -0.0593  0.1113
O  0.4737  10.2122  23.8396  -0.0706  -0.0345  0.1796
O  6.0585  9.8162  22.4314  0.0074  0.0577  0.047
O  15.1164  1.0767  21.9082  -0.0205  0.0334  0.0506
O  11.7628  7.4551  16.2355  -0.0357  -0.0341  -0.0685
O  6.6649  1.6657  20.5306  0.0296  0.0157  -0.0012
O  8.6498  8.4624  23.8402  0.0224  0.009  0.1415
O  4.2088  2.9554  22.0239  0.009  -0.0028  0.1433
O  10.5784  2.9703  19.7852  -0.0065  -0.058  0.0985
O  -4.0782  12.6768  12.4278  -0.1454  -0.0667  -0.0916
O  3.5691  5.5969  14.0256  0.0154  0.0033  -0.1255
O  -0.3498  6.0618  22.3623  0.0271  0.0562  0.1514
O  0.5765  11.4875  21.5487  -0.0392  0.0211  -0.0238
O  5.4628  7.3237  14.8621  0.1922  0.0754  -0.1879
O  5.6303  12.8212  17.4635  0.0049  -0.0089  0.1017
O  11.3994  5.3516  23.9952  -0.0211  0.0475  0.0668
O  4.6222  8.2928  24.2222  -0.2455  -0.0093  0.4288
O  3.5507  12.1347  18.8641  -0.0248  0.0219  0.0514
O  11.4249  5.2104  18.6657  -0.0424  0.0108  -0.0103
O  13.9215  4.3034  15.9054  -0.004  0.0638  -0.0769
O  10.4901  10.2692  24.4556  -0.0094  0.0248  0.1895
O  11.7072  9.587  17.7213  -0.0392  0.0883  0.0386
O  15.2974  10.5281  17.9994  -0.0296  0.045  0.1304
O  13.3195  5.4782  20.5133  -0.0536  0.0134  -0.0169
O  0.5949  3.4841  14.7039  0.0493  -0.043  -0.2527
O  3.1393  7.0046  16.1781  -0.0019  0.0162  -0.0095
O  8.7476  8.0933  21.2293  0.0936  0.0588  -0.013
O  2.1385  6.9476  20.4558  -0.0086  -0.0132  0.025
O  13.1032  10.8513  19.5326  -0.0617  0.0099  0.0721
O  7.3135  12.1621  21.7096  0.0496  0.0662  0.0284
O  15.8616  4.9088  20.1149  0.0239  -0.0341  -0.0018
O  7.4134  3.9927  15.8457  0.0521  0.0167  0.0301
O  0.9313  5.2632  24.5694  -0.0104  -0.0178  0.1764
O  13.7054  2.0045  23.9882  -0.1676  -0.0492  0.4052
O  2.9494  4.3952  20.1989  0.0135  -0.0705  0.0209
O  4.0525  -1.9927  16.5675  0.025  -0.0628  0.0228
O  -0.3135  7.7385  24.2719  -0.0239  -0.0074  0.1581
O  15.8375  9.9879  15.4298  -0.0273  -0.0731  0.0154
O  5.4824  2.2853  16.1512  0.0305  0.0406  0.0192
O  14.9056  12.7353  19.4845  -0.0314  0.0062  -0.0301
O  7.1786  13.0711  15.3273  0.0572  -0.0664  0.013
O  7.1519  8.24  17.6965  0.0345  -0.0201  0.0192
O  7.0838  10.5796  16.3813  0.0288  -0.0097  -0.021
O  14.365  3.5579  21.9091  -0.033  -0.0807  0.0625
O  13.371  9.8826  24.4065  0.0296  -0.0312  0.2115
O  8.3594  10.3795  18.6826  0.0293  0.0329  0.0265
O  13.3738  12.3239  17.2999  -0.0511  -0.0687  0.0974
O  2.7721  11.2832  23.16  0.0532  0.0093  0.0789
O  0.3071  -1.2995  13.2174  0.0989  -0.0754  -0.2483
O  10.6746  11.7163  18.9661  0.0037  0.0286  0.0579
O  9.621  3.7956  17.356  0.0105  0.0083  0.0329
O  12.857  12.0725  14.5959  -0.1061  -0.0521  -0.2427
O  8.3597  12.9176  19.3777  0.0125  0.0354  -0.0387
O  7.8124  5.688  17.9238  0.0214  0.0518  -0.0049
O  1.7745  0.6943  20.3492  0.0012  0.0554  -0.0511
O  9.4692  4.2133  13.3494  -0.1746  -0.0083  -0.1319
O  14.0069  8.6156  16.6887  -0.0644  -0.0073  0.0078
O  11.3715  11.6752  27.2636  -0.0215  -0.0129  0.0161
O  8.0302  11.8471  27.3786  -0.0194  0.0566  -0.0719
O  6.1662  -5.4839  12.217  -0.054  -0.0083  -0.084
O  9.1098  0.7963  11.5403  0.0241  -0.0526  -0.3154
O  15.2662  18.3572  11.0191  -0.083  0.0428  0.2735
O  -0.2598  -1.0457  27.1472  0.0974  0.0222  0.127
O  11.4146  2.2307  11.4238  -0.0733  -0.1135  -0.0797
O  2.4633  5.4455  27.2875  -0.0965  0.0541  -0.0018

Results
free energy: -253273.899 eV
free energy less fixed offsets of O -568.88, Si -635.61 eV per atom: -7.399 eV

The program warned: the cutoff lies below the one the program advises for these potential files; the forces do not sum to zero within the program's tolerance; the exchange-correlation potential is rough where the density is thin.
